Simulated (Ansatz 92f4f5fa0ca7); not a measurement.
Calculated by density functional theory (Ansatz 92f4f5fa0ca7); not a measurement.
Periodic cell of 184 atoms, Si120O64, from a study of silicon, its oxide and their interface. The atomic structure is a simulated model.
This geometry differs little from another in the collection (a relaxation step or a small displacement).

Settings
functional: r2SCAN
potential files: Ansatz PAW
basis: plane waves
wave-function cutoff: 800 eV
density cutoff ratio: 5
exchange-correlation grid ratio: 1
k mesh: 1 x 1 x 1, shifted by 0.5 0.5 0 of a step
self-consistency stop: 1e-10 eV per atom in the density residual
occupations: fixed
spin: none
net charge: 0

Cell vectors (angstrom)
a  10.887  0  0
b  0  10.887  0
c  0  0  27.4207

Atoms: element, x, y, z (angstrom)
Si  -4.8376  2.896  -0.7038
Si  -2.1779  7.9384  -7.7451
Si  4.2845  14.6325  0.6188
Si  -1.689  1.036  -6.4781
Si  11.6275  -5.7902  -1.3367
Si  8.2801  7.2666  -0.1262
Si  4.8467  10.2503  1.3687
Si  3.3305  13.7419  -7.5789
Si  9.7808  4.0331  -6.0478
Si  8.0556  5.523  2.8549
Si  0.3297  10.1536  0.1411
Si  18.4139  15.9718  -4.3872
Si  4.0725  6.0115  1.095
Si  5.4782  8.3722  2.7382
Si  11.3419  7.7371  2.8616
Si  18.9596  3.5851  -1.6967
Si  1.29  1.1517  1.359
Si  2.9502  0.1132  2.6903
Si  -1.1141  8.7361  1.3501
Si  2.3444  6.0205  2.8126
Si  5.3601  3.0274  2.6952
Si  8.5466  -0.5385  2.7522
Si  4.2397  11.3942  -1.4456
Si  10.8571  2.6653  2.6513
Si  1.3733  4.1242  3.9614
Si  4.1977  1.4896  4.0873
Si  1.5248  9.5356  4.0162
Si  4.0294  7.0291  4.1373
Si  6.6798  4.2384  4.2025
Si  9.5489  1.2701  4.0049
Si  6.9153  9.492  4.1892
Si  9.5955  6.7693  4.1521
Si  0.0828  -0.0087  5.3671
Si  2.7526  2.7902  5.3948
Si  -0.0101  5.3459  5.4708
Si  2.7265  8.2705  5.5746
Si  5.535  0.0635  5.448
Si  8.1259  2.703  5.3449
Si  5.3337  5.5886  5.5072
Si  8.2232  8.1137  5.5291
Si  1.3924  1.38  6.7512
Si  4.0343  4.1348  6.8251
Si  1.3254  6.7873  6.8082
Si  4.1418  9.6023  6.8311
Si  6.8558  1.4258  6.8144
Si  9.4893  4.0148  6.8009
Si  6.7858  6.8146  6.8587
Si  9.6069  9.5345  6.7697
Si  -0.0039  2.6825  8.1578
Si  2.7455  0.035  8.1459
Si  -0.0155  8.1525  8.1874
Si  2.629  5.4092  8.196
Si  5.4772  2.7959  8.1517
Si  8.2488  0.0303  8.0963
Si  5.4415  8.1883  8.1939
Si  8.1186  5.4112  8.1677
Si  1.2734  4.0456  9.6024
Si  4.1373  1.3782  9.4429
Si  1.4049  9.5042  9.5045
Si  4.0303  6.7501  9.4801
Si  6.79  4.1247  9.6172
Si  9.5664  1.3274  9.5447
Si  6.8529  9.6037  9.4179
Si  9.4092  6.8323  9.516
Si  0.1037  -0.0178  10.8896
Si  2.8273  2.6637  10.8387
Si  -0.2365  5.4133  10.8882
Si  2.6985  8.0658  10.8678
Si  5.4532  -0.0318  10.7963
Si  8.1172  2.6301  10.883
Si  5.3673  5.5139  10.9738
Si  8.0674  8.2666  10.8695
Si  1.68  1.1614  12.2321
Si  2.1749  4.8927  13.361
Si  1.2257  6.7069  12.1636
Si  4.4117  9.1703  12.0697
Si  8.2909  0.1687  13.5369
Si  9.4108  3.9283  12.3296
Si  6.2384  7.4144  12.1463
Si  9.537  9.5716  12.1825
Si  -3.7782  6.5321  14.1302
Si  0.7484  7.4964  19.5658
Si  -1.6648  18.0186  14.9816
Si  4.0947  3.9999  12.3207
Si  5.5355  2.7142  13.7981
Si  3.3169  -3.5209  21.7846
Si  4.6492  11.1727  18.4827
Si  6.7037  12.2029  12.2563
Si  7.7327  -0.1052  18.7238
Si  1.2898  0.8566  16.5956
Si  -0.1025  8.1162  13.5071
Si  10.3161  3.4696  18.449
Si  3.4461  8.4226  19.5558
Si  11.499  3.0408  13.2256
Si  -4.9784  7.1246  16.0064
Si  -0.6752  2.4054  14.9839
Si  -10.0392  -5.2544  23.0164
Si  -6.711  30.6694  24.3231
Si  8.9301  0.5478  25.968
Si  -29.5104  -0.395  13.6292
Si  22.4333  1.5951  19.3924
Si  -3.1464  -1.4274  16.0937
Si  7.4648  -6.6468  14.114
Si  -12.7069  4.1967  15.8617
Si  -12.6418  14.7756  28.9638
Si  -19.8697  5.0795  18.3521
Si  -11.4833  -2.8921  22.1537
Si  -1.5018  -5.7662  26.9505
Si  12.3843  -1.6562  14.802
Si  -3.7073  13.408  28.7322
Si  -14.6153  -10.6218  28.5112
Si  2.3815  18.6869  26.6385
Si  -3.6154  -2.8223  24.3144
Si  -28.6145  -20.7327  15.4096
Si  -4.9153  6.4858  18.8489
Si  -16.6549  -6.0352  21.2028
Si  -8.0337  28.3878  15.8544
Si  -26.1801  -15.0683  28.8841
Si  -13.1846  -0.9769  23.2775
Si  -8.4873  2.545  27.2573
O  6.3898  -13.1433  -10.9374
O  13.0453  -15.3739  -4.9586
O  -18.8323  12.3755  -1.3186
O  -5.3426  1.4811  -1.4535
O  -13.246  0.0567  -2.9206
O  -9.4307  3.7495  -0.7582
O  -19.1442  16.9628  -10.0825
O  -5.1258  5.1486  -7.6842
O  -17.9776  -0.9177  -8.2657
O  -37.8491  8.3993  -2.859
O  -31.27  -10.1507  -9.216
O  -17.267  -4.6185  -5.7542
O  -46.3898  10.6697  -10.2872
O  -1.0132  15.1649  -7.6332
O  12.773  -8.6417  -7.1448
O  -20.3846  -15.2589  26.5709
O  -4.804  -15.6643  17.2745
O  11.9218  -0.5949  15.9533
O  -6.7709  10.4932  24.6321
O  -34.58  8.3817  16.0545
O  -15.5914  4.4961  22.3591
O  19.8217  7.804  21.2793
O  29.1216  -15.1861  23.6127
O  -8.9455  -2.9811  15.6299
O  -9.5604  5.9701  19.5939
O  10.7025  33.2954  20.4236
O  -11.6795  9.2787  23.1067
O  18.8559  18.8316  25.808
O  42.7876  29.3071  18.9495
O  -0.4652  10.8827  26.3167
O  -29.0791  29.114  27.6444
O  -13.9124  -32.7227  27.0314
O  -41.5984  8.3168  18.8518
O  3.7435  -2.318  22.7985
O  35.1569  16.2582  14.8969
O  -3.4716  17.9827  19.2605
O  -6.6753  -20.0723  19.1346
O  -0.017  1.7474  16.3276
O  15.2322  18.0452  15.615
O  -3.383  21.0117  14.6396
O  9.0297  -28.9686  17.4384
O  -28.3171  10.3032  27.197
O  -12.5842  1.2651  14.3588
O  33.2682  8.1233  21.0709
O  -0.3237  17.6398  23.1334
O  -13.4258  -20.6187  19.5431
O  8.6573  -5.833  21.8937
O  -6.2615  22.1783  16.8292
O  -1.2082  5.7464  15.7712
O  13.4637  23.3884  15.9202
O  -13.7772  -17.737  24.1662
O  36.7768  14.4613  21.0727
O  -18.6698  -2.7929  25.2303
O  0.3108  15.3145  22.0675
O  -29.6117  4.0442  18.7864
O  -12.8542  2.1709  25.8914
O  -10.2291  -17.4913  17.7112
O  -37.3929  -10.9226  18.9244
O  -13.3162  10.8621  21.93
O  -6.1697  -3.3577  18.9927
O  -9.8559  15.8992  24.4888
O  12.4321  9.1345  27.0668
O  -12.4369  2.4909  21.6533
O  8.3999  -1.4099  19.374

Results
free energy: -113247.450 eV
free energy less fixed offsets of O -570.45, Si -639.56 eV per atom: 8.550 eV

Forces (eV/angstrom), in the order of the atoms: element, x, y, z
Si  -0.0182  0.0006  -0.0424
Si  -0.0022  -0.003  0.007
Si  0.0223  -0.0119  0.0058
Si  -0.0017  -0.0035  0.0073
Si  0.0023  -0.0007  -0.0036
Si  0.0049  0.0158  0.0041
Si  0.0023  0.0434  -0.0433
Si  -0.0063  -0.0007  0.0085
Si  0.0033  0.0042  0.002
Si  0.0048  0.019  0.0066
Si  0.013  -0.0081  -0.0172
Si  -0.0051  0.0035  -0.0209
Si  0.0077  0.0214  0.0363
Si  -0.012  -0.018  0.003
Si  0.0064  -0.0067  0.0088
Si  0.0102  0.0094  -0.0101
Si  0.0159  0.0018  0.014
Si  -0.0176  -0.0142  0.0025
Si  -0.001  0.0005  0.0001
Si  -0.0154  -0.0139  -0.0034
Si  0.0147  -0.0134  0.015
Si  -0.0041  0.0015  -0.0101
Si  0.0063  -0.0038  -0.0083
Si  0.0096  0.0062  -0.0107
Si  -0.012  -0.0104  0.0091
Si  -0.0035  0.0012  0.0005
Si  -0.0085  0.0103  -0.0066
Si  0.0058  0  -0.0149
Si  -0.001  0.0073  -0.009
Si  -0.0073  0.0094  -0.0024
Si  0.0266  -0.0101  0.0083
Si  -0.0048  -0.0062  0.0011
Si  0.0026  -0.0056  0.0035
Si  0.0017  -0.0076  -0.0058
Si  0.0006  -0.0037  -0.0053
Si  -0.0098  0.004  0.0008
Si  -0.012  -0.0025  0.0024
Si  -0.0032  -0.0052  -0.0046
Si  0.0043  -0.0099  0.0047
Si  -0.0014  0.0009  -0.0005
Si  0.001  0.0039  0.0021
Si  -0.0033  -0.0006  -0.0076
Si  0.0008  0.006  -0.0028
Si  0.0108  -0.0088  -0.0039
Si  0.0039  -0.0068  -0.0033
Si  0.0073  0.0082  -0.0005
Si  0.0003  0.0049  0.0011
Si  0.0034  0.005  0.0019
Si  -0.0024  -0.0067  0.0021
Si  -0.0017  -0.0006  -0.0017
Si  0.0007  0.0023  -0.0026
Si  0.0026  -0.0068  0.0015
Si  -0.0026  -0.0004  -0.0019
Si  -0.0013  -0.0038  0.0018
Si  0.0026  0.0076  0.0032
Si  -0.0035  -0.0026  -0.0013
Si  0.008  0.0008  -0.0013
Si  0.0001  -0.0025  0.0003
Si  0.004  0.0072  -0.0022
Si  -0.0022  -0.0033  0.0029
Si  0.0006  -0.0083  0.004
Si  0.0046  -0.0006  0.0005
Si  -0.0046  0.0036  0.0025
Si  0.0014  0.0055  0.0042
Si  0.0032  0  0.006
Si  -0.0039  0.0052  0.0026
Si  0.005  -0.0066  0.0003
Si  0.0058  0.008  0.0039
Si  -0.0018  0.0041  0.0086
Si  0.0091  0.0145  -0.0003
Si  0.0075  -0.0031  0.0111
Si  0.0049  0.0087  -0.0079
Si  -0.013  0.0029  0.0068
Si  0.0063  -0.005  0.0042
Si  0.0004  -0.0023  -0.0078
Si  0.0063  -0.0055  -0.0044
Si  -0.0014  0.0024  0.0117
Si  -0.0185  0.0139  0.0053
Si  -0.0165  0.0018  0.0004
Si  0.0027  -0.0029  -0.0091
Si  -0.0161  0.0072  -0.0048
Si  0.0015  0.0037  0.0124
Si  0.0006  -0.0025  0.0259
Si  0.0086  0.0081  -0.0001
Si  0.0152  0.022  -0.0255
Si  -0.0075  -0.0087  0.0005
Si  -0.0039  -0.0044  0.0229
Si  0.0074  0.0024  0.0055
Si  0.0034  -0.0004  0.0152
Si  0.0036  0.0047  0.0399
Si  -0.0043  0.0009  -0.0074
Si  -0.0063  0.0074  0.0102
Si  0.0034  -0.0073  -0.0019
Si  0.0035  0.0138  -0.0058
Si  -0.0104  0.001  0.012
Si  -0.027  -0.0014  -0.0059
Si  0.0047  0.0047  -0.0125
Si  0.0053  0.0011  -0.0096
Si  -0.0175  0.033  -0.0095
Si  0.0052  -0.0092  -0.0117
Si  0.0031  0.0033  0.011
Si  -0.0057  -0.003  0.0101
Si  0.0153  -0.0287  -0.016
Si  0.0041  0.0255  0.0092
Si  -0.0008  -0.0149  0.0094
Si  0.002  -0.0016  0.0108
Si  0.006  0.0011  -0.0108
Si  -0.0014  -0.0132  -0.0008
Si  0.0013  0.0003  0.0154
Si  0.0119  0.038  0.0093
Si  -0.0056  -0.0372  -0.0368
Si  0.0194  -0.0025  -0.0193
Si  -0.0165  -0.0227  0.0049
Si  -0.0319  -0.0148  0.0313
Si  -0.0031  0.0049  0.0038
Si  0.0008  0.0057  -0.0003
Si  0.0211  -0.0009  -0.0006
Si  0.0441  -0.0159  -0.0392
Si  0.0089  0.014  -0.016
Si  -0.0115  -0.0094  -0.0197
O  0.009  0.0003  -0.0034
O  0.0027  -0.0021  0.0031
O  -0.0073  0.0123  0.0269
O  0.0052  -0.0024  0.0153
O  0.002  0.0006  0.0096
O  0.0044  -0.0086  0.0024
O  -0.001  -0.0028  -0.0053
O  -0.0003  0.0001  -0.0043
O  0.0078  0.01  -0.0122
O  0.0038  0.0045  -0.0039
O  -0.0003  -0.0041  -0.0016
O  -0.0023  -0.0019  -0.0009
O  -0.0003  -0.0024  -0.008
O  -0.0001  -0.0027  0.0004
O  -0.0001  0.003  -0.0069
O  -0.002  0.0045  0.0011
O  0.0012  0.008  -0.0125
O  -0.0015  0.0034  -0.014
O  0.0024  -0.0102  -0.0018
O  0.0059  -0.0116  -0.0223
O  0.0061  0.0021  0.0009
O  -0.0044  0.0035  0.0021
O  0.0013  0.0116  0.0074
O  -0.0074  0.0033  -0.0044
O  0.0018  -0.0038  -0.0099
O  -0.0004  0.0052  -0.0082
O  -0.009  -0.0066  0.0064
O  0.0123  -0.0105  0.0062
O  0.0001  0.0018  -0.0043
O  0.0015  0.0049  0.0069
O  -0.0292  0.0171  -0.0104
O  0.0085  0.0131  0.0125
O  -0.0051  0.0011  -0.0019
O  0.0004  0.0011  0.0107
O  0.0054  0.0172  -0.0007
O  -0.0028  -0.002  -0.0099
O  0.0012  -0.0028  -0.0123
O  -0.0077  -0.0046  -0.0188
O  -0.0028  -0.0025  0.0068
O  -0.0014  0.0123  -0.0069
O  0.0212  -0.0008  -0.0111
O  -0.0012  0.0034  0.0189
O  0.0061  -0.0095  0.0093
O  -0.0011  -0.0086  -0.0018
O  -0.0003  -0.0051  0.0018
O  -0.004  -0.0043  -0.0037
O  -0.0041  -0.0075  0.0133
O  0.0014  0.0021  -0.0102
O  0.0022  0.0104  -0.0046
O  -0.0131  -0.0117  -0.0005
O  -0.0037  -0.0095  0.0173
O  -0.0048  -0.0019  -0.0028
O  -0.0119  -0.0048  0.0141
O  -0.001  -0.0014  -0.0034
O  -0.0045  0.0012  -0.0035
O  -0.011  0.0126  0.0175
O  -0.0054  -0.0021  -0.0056
O  -0.0037  0.0019  -0.0077
O  0.0033  -0.0049  0.0107
O  0.0072  -0.0069  0.0018
O  0.0017  -0.0036  0.0167
O  -0.01  -0.0053  0.0014
O  -0.0004  -0.0038  -0.0006
O  -0.0036  0.0016  -0.0066

The program warned: the cutoff lies below the one the program advises for these potential files; the forces do not sum to zero within the program's tolerance; empty levels may hold ghost states of the PAW files; the exchange-correlation potential is rough where the density is thin.
